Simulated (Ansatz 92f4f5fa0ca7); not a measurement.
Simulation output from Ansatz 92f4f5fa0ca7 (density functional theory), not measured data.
Periodic cell of 259 atoms, Si144O115, from a study of silicon, its oxide and their interface. The atomic structure is a simulated model.
This geometry differs little from another in the collection (a relaxation step or a small displacement).

Settings: functional r2SCAN; potential files Ansatz PAW; basis plane waves; wave-function cutoff 800 eV; density cutoff ratio 5; exchange-correlation grid ratio 1; k mesh 1 x 1 x 1, shifted by 0.5 0.5 0 of a step; self-consistency stop 1e-10 eV per atom in the density residual; occupations fixed; spin none; net charge 0.

Cell vectors (angstrom)
a	10.88	0	0
b	0	10.88	0
c	0.5349	-2.6231	36.4358

Atoms: element, x, y, z (angstrom)
Si	7.3594	11.2894	21.3691
Si	4.1845	9.1011	-4.6782
Si	8.2955	7.5422	-2.5238
Si	6.768	12.5061	16.1899
Si	7.7782	5.7387	-6.6825
Si	1.6099	6.9889	-11.477
Si	6.9266	10.4598	18.3245
Si	10.7374	14.8806	-2.3125
Si	4.841	8.8316	0.1158
Si	8.6842	12.7474	0.0716
Si	5.7727	4.411	0.1599
Si	7.9526	6.5931	0.2845
Si	0.5373	10.0789	0.1578
Si	2.2687	11.8353	0.0802
Si	9.5471	16.2205	1.4096
Si	3.0728	7.1963	0.339
Si	4.0342	10.7773	1.2625
Si	6.9004	13.6257	1.3645
Si	4.1396	5.4763	1.4836
Si	6.6742	8.133	1.47
Si	9.5828	10.9707	1.3445
Si	12.1479	13.5644	1.3274
Si	10.3679	14.461	0.0206
Si	1.3965	8.3026	1.4866
Si	2.757	9.5826	2.8664
Si	5.458	12.1929	2.5798
Si	2.6842	14.9446	2.6552
Si	5.4447	6.784	2.9229
Si	8.1413	9.5667	2.6366
Si	10.8705	12.2706	2.8262
Si	8.1799	14.949	2.8401
Si	10.9021	6.7978	2.6805
Si	4.0813	8.1796	4.2093
Si	6.8034	10.9006	4.0451
Si	4.0757	13.5584	3.967
Si	6.8173	16.2907	4.1841
Si	9.4915	8.1596	3.9953
Si	12.2354	10.9141	4.1538
Si	9.5268	13.6082	4.194
Si	12.2573	5.4496	4.0671
Si	5.4786	9.5558	5.4828
Si	8.138	12.2261	5.4791
Si	5.4025	14.9017	5.4089
Si	8.1846	6.8254	5.4336
Si	10.8476	9.5009	5.3992
Si	2.7503	12.27	5.4271
Si	10.9088	4.1159	5.4824
Si	2.7002	6.788	5.493
Si	4.0823	10.9207	6.8056
Si	6.7545	13.5941	6.8071
Si	4.0905	16.2764	6.7981
Si	6.8427	8.1615	6.8094
Si	9.5234	10.8444	6.798
Si	1.4039	13.6051	6.7987
Si	9.52	5.4845	6.8103
Si	12.1951	8.1792	6.7951
Si	2.6932	9.5563	8.1241
Si	5.4153	12.259	8.1988
Si	2.7531	14.9243	8.1803
Si	5.475	6.7723	8.1273
Si	8.192	9.4975	8.1896
Si	10.9168	12.214	8.1207
Si	8.121	14.9901	8.1222
Si	10.8459	6.8524	8.1772
Si	4.0929	8.1775	9.3896
Si	6.8061	10.8747	9.4691
Si	4.0788	13.5868	9.6249
Si	6.7942	5.435	9.57
Si	9.5189	8.1741	9.6268
Si	1.3673	10.8868	9.5677
Si	9.5189	13.6019	9.3805
Si	1.3643	16.3374	9.4047
Si	5.4289	9.5084	10.7799
Si	8.1845	12.2565	10.7473
Si	5.4419	14.9632	10.9812
Si	8.1381	6.7905	10.9727
Si	0.0197	9.552	10.9826
Si	2.714	12.2102	11.0026
Si	10.8606	14.9861	10.6904
Si	2.7483	6.8041	10.694
Si	4.1276	10.7693	12.3
Si	6.8732	13.5344	12.218
Si	4.008	5.5236	12.1996
Si	6.6953	8.1676	12.2492
Si	-1.4107	10.9729	12.2541
Si	1.2628	13.6937	12.1514
Si	9.5517	5.3562	12.2004
Si	1.4517	8.0755	12.1612
Si	3.2263	8.9035	13.4637
Si	5.9733	11.7125	13.434
Si	2.2091	4.5742	13.3823
Si	4.9539	7.2166	13.5593
Si	7.6731	9.9521	13.395
Si	-0.5286	12.8607	13.4137
Si	7.8832	4.3617	15.6906
Si	0.493	6.2903	13.3436
Si	0.4029	4.1719	-8.0044
Si	8.5811	14.5364	13.513
Si	1.5104	13.7083	17.7638
Si	3.4509	9.6984	20.0317
Si	1.6841	6.462	-2.4253
Si	0.5751	11.5657	16.0061
Si	0.8283	12.5268	-11.9219
Si	10.1285	10.3063	-8.9941
Si	6.8436	13.1879	-10.51
Si	9.445	6.2069	-11.8762
Si	2.6187	9.3921	15.6475
Si	3.2998	6.1639	-4.8204
Si	5.3894	14.1294	-2.7036
Si	8.0822	4.6585	-3.8402
Si	4.8451	5.0156	-6.9916
Si	4.569	14.6418	-11.9325
Si	8.7533	4.485	-9.4528
Si	8.9062	11.2506	-11.6696
Si	1.0403	6.8913	-6.7811
Si	7.2534	11.7072	-2.4724
Si	0.0675	9.0542	-2.8427
Si	5.7393	9.1708	-2.0152
Si	5.3872	6.199	15.6997
Si	3.5887	12.5836	19.8224
Si	5.2834	9.5662	22.6299
Si	1.6304	10.8373	-4.7849
Si	8.3365	11.0874	-5.4249
Si	8.7465	6.1037	23.1446
Si	4.7756	13.0044	-8.2127
Si	5.6995	10.6709	-6.88
Si	1.8565	10.0035	-10.6456
Si	4.7093	9.44	-9.5936
Si	10.6536	12.3047	-6.7259
Si	5.9378	13.9848	20.8838
Si	2.4749	13.9641	-9.7455
Si	4.477	14.8711	23.3522
Si	8.7575	10.3899	16.0819
Si	4.6167	8.508	17.6966
Si	2.8655	4.5543	15.6327
Si	9.9417	12.7871	21.85
Si	2.5146	13.1346	-2.8579
Si	5.3266	9.3562	-12.4348
Si	9.4068	8.47	-6.6572
Si	0.9218	6.8979	16.2786
Si	8.7402	4.453	20.5168
Si	3.1547	6.8741	-8.8866
Si	10.1404	5.0558	17.8189
Si	1.802	11.2933	21.695
O	8.2069	4.7529	-5.4609
O	1.6723	8.5903	-11.3865
O	8.6918	7.3377	-0.9668
O	0.0872	9.6772	-1.3588
O	0.4273	10.2198	-3.8959
O	3.3091	12.8959	-8.8758
O	2.2952	6.5471	-0.9491
O	5.7082	12.1774	15.0108
O	1.9897	10.8858	15.6561
O	6.948	5.7071	15.7185
O	9.5111	9.0614	-8.1654
O	6.1755	5.8751	-6.7334
O	4.7575	11.9729	-6.9756
O	10.7941	6.5125	17.492
O	0.0906	6.4839	-11.4428
O	0.1859	13.848	-6.9498
O	2.4658	14.1326	16.5201
O	4.9704	14.8708	21.8233
O	1.2243	7.9192	-2.9572
O	6.514	12.6559	21.6268
O	6.9758	14.0844	16.4106
O	2.6864	12.3867	-1.4209
O	6.5771	14.9779	-3.4692
O	8.2657	6.1573	-3.3127
O	1.8028	10.7487	23.2122
O	3.049	12.3113	21.3555
O	4.6007	9.4645	-3.1488
O	5.1715	14.4391	-7.5914
O	5.6913	9.5656	-10.8716
O	3.5497	8.4845	18.9499
O	1.588	11.1003	-11.814
O	3.5053	14.6885	-10.7312
O	2.4368	13.3827	19.0366
O	4.3261	8.0775	-12.4864
O	9.2103	5.1126	19.1288
O	8.2345	11.9079	15.7758
O	2.4172	6.3604	-10.2268
O	5.2911	9.7048	-5.6732
O	9.9944	13.4255	23.3263
O	6.7804	10.0439	22.2188
O	1.8874	6.3867	-5.5351
O	5.8484	12.5953	-9.3726
O	0.3578	5.543	-2.468
O	0.1369	12.6398	14.8993
O	8.9672	9.6196	-5.6308
O	6.0472	14.2536	-11.4231
O	6.7715	8.0827	-2.6478
O	9.2065	10.4592	-10.2996
O	4.4257	9.3722	21.2785
O	9.3784	7.5459	23.5489
O	4.294	7.9185	-9.3023
O	4.4669	4.8445	15.7544
O	5.9318	9.203	18.3123
O	0.1038	6.7398	14.89
O	7.1877	11.2071	-6.562
O	9.4565	8.4909	-3.132
O	8.1102	9.4522	14.9322
O	6.3159	11.7457	17.5407
O	9.4314	12.2495	-5.6699
O	6.8794	5.5156	-0.342
O	6.7112	10.4253	-1.6708
O	1.5636	8.3763	16.3864
O	3.8498	14.0015	-3.239
O	2.3778	12.0234	-4.0064
O	5.2897	8.1383	23.4055
O	10.1273	11.6609	-8.1139
O	9.3477	14.702	-3.1941
O	7.1532	6.2815	23.1734
O	2.01	7.5108	-7.9236
O	2.1581	5.8572	16.307
O	10.8959	8.0019	-6.2465
O	8.0138	13.9864	-9.7773
O	2.734	9.6911	-5.075
O	0.4592	12.1257	21.4178
O	0.694	12.356	17.4057
O	3.3269	10.2085	-9.9914
O	9.0689	5.5672	21.6512
O	3.9868	9.4235	16.5244
O	5.1573	14.705	-1.216
O	1.8714	14.9709	-8.646
O	10.2885	14.9611	-9.255
O	1.9791	10.0207	20.6699
O	8.2099	5.0915	-8.0807
O	3.8878	11.0805	19.2595
O	10.3598	10.3793	16.0577
O	4.9502	13.4516	19.7169
O	1.2631	13.3205	-10.5848
O	0.7789	10.079	-9.4504
O	9.2324	4.6004	16.5596
O	4.1935	7.5035	-4.8907
O	7.1644	14.9266	20.4046
O	2.8717	14.7594	23.5867
O	5.5426	9.9337	-8.3084
O	0.2039	5.6133	-7.3132
O	8.7238	7.5983	-12.2563
O	4.6656	10.7997	23.5047
O	9.5589	13.9625	20.8041
O	7.8224	11.2718	-3.9127
O	4.6391	5.2945	-12.4454
O	8.3904	7.2273	-6.554
O	8.6238	5.5577	-10.6507
O	3.9207	5.7256	-8.0891
O	8.8702	11.5797	21.8237
O	5.9553	12.6262	-2.6851
O	10.1039	12.3051	-11.9731
O	0.4565	14.8805	18.0879
O	7.3054	10.9024	19.8115
O	8.2671	9.9688	17.555
O	4.0745	4.9557	-5.5622
O	1.0109	11.4224	-6.1615
O	2.9107	5.8513	-3.2925
O	8.3582	12.4017	-1.5189
O	5.0314	7.0806	17.0439
O	7.5014	12.0412	-11.4546
O	1.1138	13.9781	-2.8525

Results
free energy: -157706.512 eV
free energy less fixed offsets of O -570.45, Si -639.56 eV per atom: -8.122 eV

Forces (eV/angstrom), in the order of the atoms: element, x, y, z
Si	-0.0127	0.0029	-0.04
Si	-0.0093	-0.0149	-0.0152
Si	0.016	-0.0656	0.005
Si	0.0158	-0.0314	0.102
Si	-0.0169	0.0092	-0.0605
Si	-0.0139	-0.0036	-0.0662
Si	0.0016	0.0003	0.0987
Si	0	0.0008	0.0568
Si	0.017	0.0028	-0.0215
Si	0.0154	0.0027	0.0637
Si	0.0064	0.0072	0.0596
Si	0.0005	-0.0144	0.0441
Si	0.0154	0.0203	0.0615
Si	-0.0187	-0.0267	0.0503
Si	0.0025	0.0142	-0.0065
Si	0.0056	-0.0033	0.0136
Si	0.0002	0.0069	-0.0027
Si	-0.0111	0	-0.0009
Si	0.0024	-0.0016	-0.0141
Si	-0.0004	0.008	-0.0142
Si	0.0055	-0.0035	-0.0165
Si	0.0051	0.0047	-0.0017
Si	0.0075	-0.0031	-0.0191
Si	-0.0011	0.0006	-0.0137
Si	0.0011	-0.0015	0.0047
Si	0.0066	-0.0046	0.0021
Si	-0.0035	0.005	0.0005
Si	0.0007	-0.0002	0.0022
Si	-0.0032	0.0012	-0.0003
Si	-0.0001	0.0021	0.0042
Si	-0.0025	0.0035	0.0025
Si	0.0043	-0.0053	0.0028
Si	0.0019	0.0024	-0.0005
Si	-0.0007	-0.0002	-0.0016
Si	-0.0014	-0.0059	-0.0021
Si	0.0053	0.0022	0.0006
Si	-0.0012	0.0009	0.0025
Si	0.0048	0.0032	-0.0004
Si	0.0006	-0.001	-0.0009
Si	0	0.0013	0.0018
Si	-0.0017	-0.0004	0.0031
Si	0.001	0.0002	0.0026
Si	0.0011	-0.0003	0.0057
Si	0.0032	-0.0021	0.0042
Si	0.0033	0.0025	0.006
Si	0.0015	-0.003	0.0053
Si	-0.0002	0.0004	0.0043
Si	0.0003	0.0013	0.0034
Si	0.0006	0.0002	0.0027
Si	-0.0001	-0.002	0.003
Si	-0.0031	0.0025	0.0028
Si	0.001	0.0019	0.0025
Si	-0.0037	0.0028	0.0022
Si	0.0014	0.0011	0.0016
Si	0.0009	-0.0003	0.0032
Si	0.0007	-0.0046	0.0018
Si	-0.0001	0.0039	0.0022
Si	0.0027	0.0009	0.0035
Si	0.0006	0.0006	0.0048
Si	0.0012	-0.0002	0.0029
Si	0.0017	-0.0007	0.003
Si	0.0028	-0.0004	0.0006
Si	0.0005	0.0008	0.0019
Si	0.0005	0.0016	0.005
Si	-0.0013	-0.0001	-0.0022
Si	0.0033	-0.0049	-0.004
Si	-0.0021	0.0017	-0.0017
Si	0.0008	-0.0033	0.0013
Si	0.0019	0.0027	-0.0006
Si	-0.001	-0.002	0.001
Si	0	-0.0003	-0.0017
Si	0.006	-0.0038	-0.0055
Si	0.0017	0.0002	0.0059
Si	-0.0033	-0.0024	0.0048
Si	-0.0017	-0.0014	-0.0019
Si	0.0009	0.0012	0.0015
Si	0.0029	-0.0023	-0.0032
Si	0.0008	0.002	0.0049
Si	0.0023	0.001	0.0043
Si	-0.0005	-0.0045	0.0078
Si	0.0047	-0.0081	-0.0043
Si	0.0078	-0.0038	-0.0025
Si	-0.0016	0.0091	-0.0108
Si	-0.0092	0.0016	-0.0014
Si	-0.0018	0.0045	-0.0064
Si	-0.0045	-0.0012	-0.0064
Si	0.0079	-0.0059	-0.0065
Si	0.0021	-0.0051	-0.0105
Si	0.0105	-0.0074	-0.0194
Si	-0.0122	0.0289	0.0665
Si	0.0028	-0.0043	-0.0244
Si	-0.0034	0.0025	-0.0158
Si	0.0235	-0.0251	0.0704
Si	0.0257	-0.0007	0.0629
Si	0.0024	0.0171	0.103
Si	-0.0156	0.024	0.068
Si	0.0054	0.009	-0.0728
Si	0.0036	-0.0082	-0.0259
Si	0.0143	-0.0036	0.0975
Si	-0.008	-0.0001	0.0172
Si	-0.0071	0.0309	0.03
Si	0.0155	-0.0148	0.1037
Si	0.0005	0.0179	-0.0764
Si	0.0187	-0.0002	-0.0956
Si	0.0016	0.0012	-0.0705
Si	0.0143	0.0023	-0.0632
Si	-0.0213	0.0305	0.0893
Si	-0.0113	0.011	-0.0242
Si	0.0117	-0.0228	0.0373
Si	0.019	0.0846	0.0071
Si	0.002	-0.0052	-0.0752
Si	-0.0027	-0.0185	-0.0648
Si	0.0081	-0.0181	-0.0975
Si	0.0051	0.0088	-0.0605
Si	-0.0077	-0.0076	-0.0623
Si	-0.0078	0.026	0.0334
Si	0.0182	-0.0197	0.0566
Si	0.019	-0.0033	0.0574
Si	0.0146	0.0038	0.1182
Si	-0.0119	-0.0003	0.0139
Si	-0.004	0.0213	-0.0621
Si	0.0034	0.002	-0.0299
Si	0.0089	-0.0062	-0.0339
Si	0.0029	-0.0115	-0.0443
Si	-0.0154	-0.0047	-0.0829
Si	-0.0093	0.0348	-0.0851
Si	0.0021	-0.0059	-0.0703
Si	-0.0207	-0.0111	-0.081
Si	-0.0068	0.0139	-0.0626
Si	0.0004	-0.0116	-0.0147
Si	0.0018	-0.0078	-0.0784
Si	0.0113	0.0043	-0.0642
Si	0.0181	0.0039	0.1128
Si	-0.0097	0.0159	0.1165
Si	0.0015	-0.0387	0.1253
Si	-0.0016	-0.0055	-0.0191
Si	-0.0057	-0.0232	0.0324
Si	0.0041	0.001	-0.0501
Si	0.0045	-0.0099	-0.0519
Si	-0.0258	-0.0001	0.0917
Si	0.0007	0.0102	-0.0009
Si	0.0114	0.0083	-0.0761
Si	-0.0063	-0.0106	0.0987
Si	0.0176	-0.0208	-0.0264
O	-0.002	-0.0075	0.0324
O	0.0015	0.0187	0.029
O	-0.0001	0.0136	-0.0904
O	-0.0162	-0.0423	-0.1157
O	-0.0009	0.0002	0.0016
O	0.0211	-0.0039	0.0336
O	-0.019	-0.0026	-0.0394
O	-0.008	-0.0177	-0.1045
O	0.011	-0.0189	-0.0377
O	-0.0015	0.0016	-0.0366
O	-0.0073	-0.0152	0.0448
O	0.0075	-0.0015	0.0231
O	0.0049	-0.0198	0.0336
O	0.0198	0.0117	-0.0475
O	-0.0014	-0.0026	0.0135
O	-0.0089	-0.0178	0.0307
O	0.0211	0.0456	-0.0937
O	-0.0111	0.0095	0.0372
O	-0.0262	0.0074	0.0328
O	-0.0026	-0.0012	0.0131
O	0.0043	0.0122	-0.043
O	0.0111	0.0316	-0.0813
O	0	-0.0041	-0.0043
O	-0.0128	-0.0104	0.0197
O	-0.0008	-0.0077	0.0349
O	0.0062	0.0052	0.0026
O	-0.0199	0.0086	-0.0091
O	0.0003	0.0195	0.0358
O	0.0018	-0.001	0.0408
O	0.0304	-0.0053	-0.046
O	0.0057	-0.0181	0.0367
O	-0.009	-0.0074	0.0438
O	-0.0147	0.0037	-0.0312
O	0.0032	0.0149	0.0228
O	0.0188	0.0016	-0.0306
O	0.0004	0.0002	-0.0568
O	0.0158	-0.0127	0.0566
O	0.0004	-0.016	0.0323
O	0.003	0.0079	0.0291
O	-0.0109	-0.012	0.0219
O	0.0286	-0.0109	0.0207
O	-0.0127	-0.0097	0.045
O	0.004	0.0023	-0.0117
O	-0.041	0.0334	-0.1018
O	-0.0104	0.0216	0.0145
O	0.0152	-0.0067	0.0326
O	0.0067	-0.0159	-0.0174
O	0.0145	-0.0076	0.0558
O	0.0047	0.0025	0.0138
O	0.0062	0.0134	0.0268
O	0.0009	-0.0004	0.0283
O	-0.0131	0.0013	-0.0545
O	-0.0103	-0.0047	-0.0113
O	0.0045	-0.0195	-0.1044
O	0.0154	-0.001	0.0219
O	0.0072	-0.0161	0.0021
O	-0.025	0.0028	-0.1036
O	-0.0086	0.0281	-0.0536
O	-0.0068	-0.0061	0.0207
O	-0.0029	0.0046	-0.0257
O	-0.0267	-0.0107	-0.0184
O	0.0107	0.0047	-0.0469
O	0.0008	0.0053	-0.0172
O	-0.0056	-0.0051	-0.0082
O	-0.0004	-0.0156	0.0329
O	-0.0129	0.0152	0.0478
O	-0.0223	0.0076	-0.0267
O	-0.024	0.0106	0.0205
O	-0.0195	0.0036	0.0392
O	0.0181	-0.0092	-0.0513
O	-0.0065	0.0072	0.0256
O	0.0157	0.0142	0.041
O	0.0008	-0.0012	0.0116
O	-0.0202	0.0163	0.0075
O	-0.0038	-0.018	-0.0508
O	0.0163	-0.0026	0.0259
O	-0.005	0.0019	0.0144
O	-0.0124	0.0151	-0.0604
O	-0.0117	-0.0259	-0.079
O	-0.0164	0.0115	0.0425
O	-0.0025	0.0053	0.0345
O	0.0086	0.0068	0.0116
O	-0.0136	0.0226	0.0541
O	0.0036	-0.0033	-0.0071
O	-0.0154	-0.0072	-0.0418
O	-0.0018	0.0001	0.0002
O	0.0063	0.0082	0.0404
O	-0.0339	0.0025	0.0477
O	-0.0417	-0.0143	-0.0733
O	0.0052	0.0236	0.0046
O	0.0044	0.0058	-0.0025
O	-0.0027	0.0019	0.0251
O	0.0153	-0.0009	0.0498
O	-0.0006	0.0155	0.0434
O	0.0015	-0.0052	0.0211
O	0.0052	0.0189	0.03
O	0.0037	-0.0093	0.0038
O	-0.0031	-0.008	-0.0008
O	0.0053	-0.0102	0.0407
O	0.0016	-0.0026	0.0171
O	-0.0079	-0.0174	0.0496
O	0.0185	-0.0115	0.0464
O	0.0173	0.0022	0.0177
O	0.0032	0.0216	-0.0047
O	-0.0134	-0.0085	0.0272
O	-0.0085	0.003	-0.0295
O	-0.0083	-0.0032	-0.0198
O	0.0117	0.0038	-0.059
O	-0.0086	-0.0041	0.0316
O	0.013	-0.01	0.0256
O	-0.0017	-0.0052	0.0025
O	-0.018	-0.0083	-0.0649
O	0.0082	-0.0441	-0.095
O	-0.0022	0.0049	0.0213
O	0.0087	-0.0025	-0.0119

The program warned: the cutoff lies below the one the program advises for these potential files; the forces do not sum to zero within the program's tolerance; empty levels may hold ghost states of the PAW files; the exchange-correlation potential is rough where the density is thin.
